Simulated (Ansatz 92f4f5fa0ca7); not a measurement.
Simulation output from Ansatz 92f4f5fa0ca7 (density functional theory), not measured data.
Periodic cell of 262 atoms, Si166O96, from a study of silicon, its oxide and their interface. The atomic structure is a simulated model.
Doubt: the cutoff is far below the 930 eV that the study's wrapper takes by default for these files, so forces and energies are approximate.
This geometry differs little from another in the collection (a relaxation step or a small displacement).

Settings: functional PBE; potential files Ansatz PAW; basis plane waves; wave-function cutoff 580 eV; density cutoff ratio 5; exchange-correlation grid ratio 1; k mesh 1 x 1 x 1, Gamma-centred; self-consistency stop 5e-08 eV per atom in the density residual; occupations fixed; spin none; net charge 0.

Cell vectors (angstrom)
a 10.938 0 0
b 0 10.938 0
c 0 0 38.2636

Atoms: element, x, y, z (angstrom)
Si 0 0 0.683
Si 5.469 0 0.683
Si 2.7345 2.7345 0.683
Si 8.2035 2.7345 0.683
Si 0 5.469 0.683
Si 5.469 5.469 0.683
Si 2.7345 8.2035 0.683
Si 8.2035 8.2035 0.683
Si 1.3673 1.3673 2.0503
Si 6.8362 1.3673 2.0503
Si 4.1018 4.1018 2.0503
Si 9.5708 4.1018 2.0503
Si 1.3673 6.8362 2.0503
Si 6.8362 6.8362 2.0503
Si 4.1018 9.5708 2.0503
Si 9.5708 9.5708 2.0503
Si 2.7345 0 36.2121
Si 8.2035 0 36.2121
Si 0 2.7345 36.2121
Si 5.469 2.7345 36.2121
Si 2.7345 5.469 36.2121
Si 8.2035 5.469 36.2121
Si 0 8.2035 36.2121
Si 5.469 8.2035 36.2121
Si 4.1018 1.3673 37.5793
Si 9.5708 1.3673 37.5793
Si 1.3673 4.1018 37.5793
Si 6.8362 4.1018 37.5793
Si 4.1018 6.8362 37.5793
Si 9.5708 6.8362 37.5793
Si 1.3673 9.5708 37.5793
Si 6.8362 9.5708 37.5793
Si 2.924 -1.8586 21.6135
Si 6.8803 -1.3664 32.1168
Si 2.0614 7.2584 29.6408
Si 10.2194 5.3963 19.3024
Si 0.1173 8.1828 30.6828
Si 8.3563 10.7581 30.7103
Si 1.8629 5.8168 24.6898
Si 3.0636 11.6195 14.6869
Si 0.5597 -2.4682 25.4516
Si 6.7634 -4.0783 29.4803
Si 3.4971 -0.38 27.6462
Si 5.4349 8.2586 30.7931
Si 3.0462 2.0097 28.0964
Si 9.6533 6.7991 32.0233
Si 1.3094 9.5601 32.2209
Si 7.2155 12.2923 29.361
Si 2.6851 -0.0532 30.898
Si 8.2677 5.435 30.6479
Si 1.3959 -0.4288 26.4318
Si 5.5926 5.433 28.0447
Si 5.6661 2.6736 30.6655
Si 10.7934 2.6956 20.4596
Si 0.6444 3.4549 23.2105
Si 9.7374 4.1523 29.2088
Si 1.4812 4.1505 32.1413
Si 9.6269 1.3667 32.0588
Si -2.7505 1.5152 25.185
Si 6.9145 4.0964 32.08
Si 4.2084 6.7889 32.1757
Si 6.5262 5.11 21.2725
Si 2.1826 12.4504 25.264
Si 9.628 9.371 29.1696
Si -0.0111 0.0333 33.5271
Si 5.5148 -0.0084 33.4909
Si 2.8215 2.7184 33.4521
Si 8.2327 2.7016 33.4449
Si 0.0434 5.4741 33.4769
Si 5.5675 5.4448 33.5134
Si 2.7416 8.1579 33.4825
Si 8.2504 8.1588 33.4301
Si 1.3997 1.3891 34.8433
Si 6.8524 1.3795 34.8486
Si 4.1345 4.1069 34.845
Si 9.5816 4.0924 34.8216
Si 1.3718 6.8378 34.8649
Si 6.8816 6.8462 34.8561
Si 4.1052 9.5611 34.8307
Si 9.5577 9.5696 34.8408
Si 2.7359 0.0062 3.4268
Si 8.1785 -0.0269 3.4448
Si -0.0043 2.7357 3.3936
Si 5.4114 2.6909 3.3979
Si 2.69 5.4429 3.424
Si 8.2176 5.4933 3.4142
Si -0.0285 8.1978 3.4233
Si 5.4763 8.2226 3.3914
Si 4.0765 1.3459 4.8716
Si 9.5619 1.3916 4.738
Si 1.2903 4.0837 4.8329
Si 6.7781 4.1055 4.6463
Si 4.0765 6.8705 4.6808
Si 9.5233 6.8928 4.8629
Si 1.3254 9.5967 4.7495
Si 6.7818 9.5533 4.8606
Si -0.0129 0.0555 6.1212
Si 6.885 1.3783 7.5159
Si 2.6662 2.7205 6.2215
Si 4.8782 7.6186 8.7847
Si 3.2061 5.8927 8.7058
Si 4.1104 4.1825 7.3484
Si 1.4275 6.8187 7.4191
Si 5.4227 10.8897 6.2965
Si 4.8318 2.8255 10.6971
Si 5.7843 3.1211 8.5811
Si 5.4497 5.4979 5.9717
Si 10.3426 2.4541 8.5371
Si 3.974 9.4894 7.6124
Si 8.1198 8.2227 6.3124
Si 1.2971 12.3032 7.6365
Si 6.6795 6.7393 7.5698
Si 2.7154 -2.7239 6.0424
Si 8.0929 2.7382 5.9909
Si 3.9318 0.1877 11.7767
Si 9.2415 4.1641 7.4399
Si -2.1887 0.7197 8.8765
Si 8.8274 1.8996 11.7141
Si -1.4333 9.7489 7.5516
Si 5.5591 11.3381 18.635
Si 4.6567 -2.7289 11.8171
Si 7.0159 4.5484 11.3669
Si -2.1746 8.1587 13.2106
Si 10.559 3.7114 10.4904
Si 7.3989 4.9039 8.9234
Si 14.4959 10.2028 18.8339
Si 3.0292 7.4235 17.8088
Si 2.6165 4.6847 10.654
O 29.583 10.7959 21.3079
O -11.0992 10.7917 17.4911
O -20.8083 -6.5596 10.3108
O 38.7095 -9.9842 17.1228
O 5.8535 -26.9287 15.2152
O 2.6679 -27.4168 12.1495
O 4.9778 -9.5071 11.5517
O 37.2585 -4.2184 17.4363
O 33.7231 -18.99 21.6986
O 12.6148 -28.58 15.9184
O 12.0361 5.2463 26.0292
O 12.1178 13.3044 24.2937
O 13.9389 0.0702 10.4375
O 31.5563 -20.3369 20.7
O 22.4589 -3.9954 11.6515
O 8.8374 7.4309 11.756
O -4.8144 -2.2683 21.9983
O -0.8587 10.3257 22.1969
O 2.3611 -10.576 19.0867
O 22.0888 -5.8293 17.9905
O 12.4691 -25.3803 24.591
O 11.1076 -2.2805 18.9574
O -7.3254 29.6486 22.2661
O -2.2908 1.368 13.2178
Si 17.3946 6.4603 13.8085
Si 23.209 1.3446 29.5609
Si 27.0318 -3.3635 22.7199
Si 13.9082 16.3083 30.7451
Si 22.3013 -14.2852 14.8468
Si 24.879 -7.6435 16.1251
Si 8.4495 3.975 23.6169
Si 18.8845 -13.8071 27.8255
Si 18.0956 16.9498 19.0254
Si 15.0416 0.6096 23.0219
Si 0.0748 13.8065 30.793
Si -10.7929 8.3896 8.5878
Si 11.4865 -15.7171 27.2668
Si 6.8298 20.9898 22.4788
Si 7.4972 -5.3905 25.9561
Si 5.2653 5.5017 16.6987
Si 20.2395 -0.0429 20.8412
Si 26.5294 2.5578 20.6158
Si 9.4504 10.1215 23.7064
Si 2.3392 10.5675 8.9962
Si 10.7441 0.2754 28.1331
Si -6.7254 14.801 29.2103
Si 11.9378 -3.2372 19.977
Si 19.4669 0.0345 14.114
Si 13.219 -8.9578 18.856
Si -0.8679 6.6995 10.9735
Si 20.9629 -12.0304 18.6373
Si 11.1982 -0.4826 15.9246
Si 4.2117 -9.5946 32.059
Si 9.1082 -19.7293 28.055
Si 6.2849 -0.2773 26.8722
Si 29.0039 9.0068 18.0288
Si -0.1003 -16.4102 6.2155
Si 16.8416 -11.1188 15.9231
Si 4.8425 17.2874 25.2803
Si 2.0111 -4.0578 12.4169
Si 22.8024 -5.4248 16.5923
Si 14.5385 9.1586 29.5705
O 3.0359 29.8493 11.774
O 9.9454 25.9157 20.1389
O 6.9054 -28.1143 27.2601
O 35.5092 -8.683 17.327
O 12.5741 0.2689 15.4078
O 12.1123 -1.4993 9.3828
O 15.3399 10.7971 15.2455
O -19.2917 -8.4545 26.5462
O 52.373 15.8708 24.9546
O -1.0589 10.8505 15.029
O 15.6702 -11.5948 26.5418
O 48.5779 -15.4227 26.9265
O -18.1166 -12.44 20.2609
O -0.626 2.6285 11.7037
O 18.6197 -14.4137 14.2059
O 20.6228 -16.7763 10.8683
O 30.49 11.6655 10.5659
O -3.256 24.4604 24.0497
O 18.0642 0.1851 14.929
O 6.6838 -11.66 19.0274
O -0.1268 17.1484 15.5567
O 25.1805 2.8803 19.7585
O 29.7783 20.5429 23.6264
O -7.9205 -11.494 22.5948
O 2.3843 -3.8198 19.2917
O 27.1823 -3.6126 13.0211
O 27.2823 4.1624 11.4663
O 14.5176 12.1254 24.4471
O 14.1173 -34.6944 17.6997
O 3.2764 -41.4442 14.8544
O 9.9768 -18.2727 23.2607
O 5.6372 0.0476 23.0827
O 5.6355 34.4053 19.7353
O 11.5413 -2.0778 15.8454
O 8.7471 20.0845 17.8508
O 45.5359 29.1074 13.9902
O -3.1985 -7.8629 11.4417
O 16.2723 -3.1345 10.3867
O -7.7129 -7.7745 10.6626
O 30.6311 -19.5008 26.4462
O 6.1976 38.3238 24.947
O -11.7498 -3.5189 9.5267
O -25.0756 48.3702 22.2891
O 26.7475 -1.1274 12.0303
O 21.4355 -27.5145 28.2317
O 19.3232 9.7271 13.0711
O -12.4775 22.4546 24.5753
O 38.3215 3.8828 20.9346
O -5.847 18.6363 24.3686
O 34.1687 4.9167 23.4273
O 21.1803 -24.737 13.8114
O 6.4493 5.1516 17.7905
O 18.1079 20.2602 27.0958
O 40.8837 -14.9063 26.5555
O -5.3035 -15.7335 22.1598
O -7.4596 5.6156 24.7857
O -8.9426 -15.1401 16.7671
O 8.78 -4.9835 18.822
O -26.5284 -23.5257 16.6229
O 2.9652 -10.5449 13.0808
O -14.727 -16.5119 12.7985
O 15.0665 -9.0961 21.9698
O 10.312 -1.9563 24.4587
O 6.7682 18.5327 18.7531
O 12.333 -2.3289 21.2768
O 28.8034 11.5471 25.6718
O 17.1535 11.5264 28.2595
O 12.781 -4.232 28.0848
O 0.7463 13.3186 19.1405
O 0.0338 17.3742 20.3257
O 10.8043 7.5303 26.6389
O 26.1764 4.209 16.4722

Results
free energy: -160121.613 eV
free energy less fixed offsets of O -568.88, Si -635.61 eV per atom: 2.127 eV

Forces (eV/angstrom), in the order of the atoms: element, x, y, z
Si 0.019 0.0341 0.0443
Si -0.0051 0.0049 -0.0417
Si -0.0467 0.0545 -0.0662
Si -0.0271 0.0693 0.0415
Si 0.0178 0.054 -0.0466
Si 0.0306 0.0296 0.0587
Si 0.0028 0.0338 0.0355
Si -0.0212 0.0014 -0.0635
Si 0.1302 0.0381 -0.0472
Si -0.1038 -0.2436 0.08
Si -0.3616 -0.1308 -0.0444
Si 0.0772 0.195 -0.0895
Si -0.2101 -0.1042 0.0608
Si 0.1273 0.117 -0.099
Si -0.0052 0.1986 -0.083
Si -0.197 -0.0314 0.0353
Si 0.0884 -0.0454 -0.052
Si -0.0856 -0.063 0.0521
Si 0.1266 0.1122 -0.0684
Si 0.078 -0.0094 0.0845
Si 0.0767 -0.1203 0.0082
Si 0.2362 -0.1035 0.0282
Si -0.0475 0.0935 0.0138
Si 0.1172 0.0097 -0.0785
Si 0.0523 -0.0218 0.0076
Si 0.0646 -0.0667 -0.0178
Si -0.01 -0.038 0.0166
Si -0.0235 -0.0579 -0.0014
Si 0.0046 -0.0477 -0.0109
Si 0.0427 -0.0559 0.0091
Si -0.0493 -0.0195 -0.0131
Si -0.0446 0.0249 0.0191
Si 0.0013 0.0002 -0.0012
Si -0.0074 -0.0035 0.0031
Si 0.0172 -0.0058 -0.0025
Si 0.004 0.0002 0.0023
Si -0.0089 0.0005 0.0042
Si 0.0073 -0.0008 -0.0003
Si 0.002 0.0029 -0.0012
Si 0.0001 0.0015 -0.0008
Si 0.0027 -0.002 0.0015
Si -0.0066 0.0018 0.0083
Si 0.0163 -0.0036 0.0112
Si 0.0101 -0.002 0.0013
Si 0.0022 0.0062 0.0009
Si -0.0005 0.002 0.0025
Si -0.0003 -0.0011 -0.0026
Si -0.0106 0.0108 -0.0078
Si 0.0044 -0.003 -0.0119
Si 0.0075 -0.0025 -0.0022
Si -0.0125 -0.0021 -0.0071
Si 0.0067 0.0105 -0.0102
Si 0.0034 -0.0032 -0.0026
Si 0.0027 -0.0004 0.0022
Si 0.0006 0.0014 0.0009
Si -0.0041 0.0061 0.0019
Si 0.0047 0.0038 0.0056
Si -0.0041 -0.0045 0.0018
Si 0.001 0.0013 -0.0034
Si -0.0015 0.0009 0.0014
Si -0.0072 0.0011 -0.0032
Si 0.0024 0.0019 0.0009
Si 0.0031 0.0086 0.0021
Si 0.0023 0.0032 0.0096
Si -0.0032 -0.0002 0.0044
Si 0.0035 0.0014 -0.0022
Si -0.0011 -0.0052 -0.0015
Si 0.0001 -0.001 0.004
Si 0.0012 -0.001 -0.0013
Si -0.0007 -0.0054 0.0047
Si 0.0034 -0.0035 0.0067
Si 0.0036 -0.0018 0.0019
Si 0.0047 0.0042 -0.0004
Si -0.0014 0.0014 0.0021
Si -0.0002 0.0012 0.0001
Si 0.0021 0.0003 0.0029
Si -0.0003 -0.0028 0.0037
Si 0.0023 0.0032 0.0028
Si -0.0014 0.0024 0.0021
Si -0.0026 -0.0023 -0.0002
Si 0.0021 -0.0019 0.0003
Si -0.001 -0.0033 0.0012
Si 0.0026 0.0011 -0.0016
Si -0.002 -0.0075 0.0015
Si -0.0014 -0.0043 0.0005
Si -0.001 0.0003 0.0016
Si -0.0025 -0.0002 0.0003
Si 0.0008 0.0027 -0.0019
Si 0.0005 0.0001 -0.0009
Si 0.0003 -0.0003 -0.0102
Si -0.0039 0.001 0.0013
Si -0.0006 0.0147 -0.0072
Si -0.0005 -0.0005 -0.0071
Si -0.0029 0.001 -0.0011
Si 0.0028 0.0043 -0.0018
Si 0.0017 0.0013 0.0027
Si -0.0013 -0.0133 0.0073
Si 0.0135 0.0033 0.0052
Si 0.0022 -0.0005 0.0009
Si -0.0109 0.0073 0.0103
Si 0.0109 0.0004 -0.0009
Si -0.0108 0.0024 0.0074
Si -0.0061 0.0026 0.002
Si -0.0027 -0.0045 -0.0068
Si -0.0059 0.0022 -0.0026
Si -0.0074 -0.0042 0.0028
Si 0.0056 0.0011 -0.0026
Si -0.0125 -0.0077 -0.0155
Si -0.0058 -0.0081 0.0043
Si 0.0059 0.0091 -0.0059
Si 0.0069 -0.0049 0.001
Si -0.0035 -0.0065 0.0032
Si 0.0003 0.013 0.0087
Si -0.0024 -0.0164 0.0085
Si -0.0003 -0.0048 -0.0054
Si 0.0112 0.0033 0.0254
Si -0.0041 -0.01 -0.0015
Si -0.0069 -0.0047 0.007
Si 0.0044 0.0076 0.0051
Si -0.0006 0.0019 0.0024
Si -0.0036 -0.0019 -0.0103
Si 0.0014 -0.0004 0.0014
Si 0 0.0053 0.0057
Si 0.0205 0.0308 0.0123
Si -0.0017 0.0063 0.0113
Si 0.0016 0.0004 0.0019
Si 0.0002 -0.0001 0.0018
Si -0.0176 -0.0041 -0.0028
O 0.0002 0.0006 0.0018
O -0.001 -0.0008 0.0025
O 0.0062 -0.0066 0.0037
O -0.0011 0.0011 0.0014
O -0.0007 0.0018 0.0038
O -0.0068 0.0076 -0.0032
O -0.0029 -0.0012 0.0035
O -0.0018 0.0014 0.0001
O 0.0004 0.0007 0.001
O -0.0008 0.0003 0.0006
O -0.0002 -0.0012 0.0013
O -0.0002 -0.0029 0.0042
O -0.001 0.0026 0.006
O -0.0008 -0.0018 0.0005
O -0.0025 0.0023 0.0029
O -0.0001 0.001 0.0001
O 0.0005 0.0014 0.0018
O -0.0011 0.0011 0.0011
O -0.0021 0.0017 0.0006
O 0.0003 0.0007 0.0026
O -0.002 0.0002 0.0025
O -0.0015 0.0018 0.0002
O -0.0011 0.0005 0.0024
O 0.004 0.0031 -0.0117
Si 0.0017 0.0087 -0.0048
Si 0.0045 -0.0005 0.0023
Si 0.0007 0.0021 0.0005
Si -0.0041 0.0018 0.002
Si -0.0008 0 -0.0039
Si 0.0004 0 0.0019
Si -0.0002 -0.0013 -0.0013
Si -0.002 -0.0076 -0.0229
Si -0.0019 0.0039 0.0027
Si 0.0002 0.0018 0.0005
Si 0.0017 0.0018 -0.0069
Si 0.0126 0.0202 0.0101
Si 0.0066 0.0012 0.0015
Si 0.0009 0 -0.0017
Si -0.0048 0.0047 0.0013
Si -0.0026 -0.0003 -0.0001
Si -0.0002 -0.0018 0.0011
Si 0.0005 -0.0006 -0.0006
Si 0.0021 -0.0016 -0.0003
Si -0.0142 -0.0255 -0.0064
Si -0.0001 0.0114 0.0005
Si -0.0114 -0.0069 0.0069
Si 0.0021 -0.0014 0.0026
Si -0.0054 -0.0017 -0.0076
Si 0.0001 0.0001 0.0017
Si 0.0067 -0.0052 0.0026
Si -0.0026 0.0047 0.0024
Si -0.0007 -0.0012 -0.002
Si -0.0036 0.0036 0.0099
Si 0.003 -0.0069 0.0009
Si 0.005 -0.0017 0.0029
Si -0.0034 0.0027 0.0021
Si 0.0066 0.002 -0.0043
Si 0.0013 0.0015 0.0011
Si -0.0019 -0.0023 0.0008
Si 0.003 -0.0035 -0.0081
Si -0.0019 0.0004 -0.0004
Si -0.0151 0.0053 0.0016
O 0.003 -0.0041 0.0046
O -0.0023 0.0027 0.001
O 0.0009 0.0002 -0.0014
O -0.0013 -0.0002 0.0018
O 0.0005 0.0015 0.0011
O -0.0024 -0.0007 -0.0125
O -0.0015 0.0007 0.0008
O -0.004 -0.0053 0.0009
O 0.0003 -0.0012 0.0031
O -0.0007 0.0019 0.0021
O -0.0054 0.0017 0.0006
O 0.0024 -0.0008 0.0061
O -0.001 0.0008 0.0009
O -0.0219 -0.0075 -0.0186
O -0.0024 0.0005 -0.0062
O -0.006 0.0143 -0.0014
O 0.0027 0.0092 0.0072
O -0.0004 0.0004 0.0026
O 0.0058 0.0006 -0.0016
O 0.0002 0.0022 0.0005
O 0.0016 0.0014 0.0021
O -0.0003 0.0012 0.001
O 0.0008 0.0003 0.0014
O -0.0022 -0.0015 0.0025
O 0.0004 0.001 0
O 0.0037 -0.0013 0.005
O 0.0083 0.0014 -0.0041
O -0.0001 -0.0027 0.0006
O 0.0008 0.0003 0.0022
O -0.0006 -0.0007 0.0019
O -0.0013 0.0004 0.0025
O 0.0014 0.001 0.0027
O -0.0003 -0.0011 0.0006
O 0.0001 0.0011 0.0016
O 0.0012 0.0008 0.0006
O -0.0024 -0.0002 0.0013
O 0.0032 -0.0109 0.0024
O -0.0036 0.0014 0.005
O 0.0015 0.0018 0.0007
O -0.0006 0.0017 0.0065
O 0.0049 0.0003 0.0045
O 0.0037 0.0049 -0.0051
O -0.0027 0.001 -0.0017
O -0.0026 -0.001 0.0015
O -0.006 -0.0067 0.0068
O 0.0022 -0.0046 0.0101
O 0.002 -0.0009 0.0033
O -0.0013 -0.002 0.0014
O -0.0002 0.0017 0.0023
O -0.0004 0.0002 0.0032
O -0.0109 -0.0019 0.0001
O 0.0009 0.0019 0.001
O -0.0005 0 0.0056
O -0.0048 0.0031 0.0063
O 0.0011 0.0011 0.0007
O -0.0006 0.0007 0.0029
O 0.0016 0.0027 0.0024
O -0.0027 0.0025 -0.0008
O 0.0018 -0.0027 0.0017
O 0.0001 0.0021 0.0038
O -0.0009 0.0032 0.0015
O -0.0001 -0.0004 0.0004
O -0.0009 0.0035 0.001
O 0.0003 -0.003 0.0009
O -0.0007 0.0024 0.002
O -0.0036 -0.0033 0.0001
O 0.0098 0.0057 0.01
O -0.0035 0.0029 0.005
O -0.0001 -0.0005 0.0003
O -0.0023 -0.0003 -0.0009
O -0.0008 0.0024 0.002
O 0.0009 0.0025 -0.0013

The program warned: the cutoff lies below the one the program advises for these potential files; the forces do not sum to zero within the program's tolerance; the exchange-correlation potential is rough where the density is thin.
